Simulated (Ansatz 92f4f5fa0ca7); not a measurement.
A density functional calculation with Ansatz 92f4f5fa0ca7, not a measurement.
Periodic cell of 153 atoms, Si99O54, from a study of silicon, its oxide and their interface. The atomic structure is a simulated model.

Settings
functional: r2SCAN
potential files: Ansatz norm-conserving
basis: plane waves
wave-function cutoff: 1300 eV
density cutoff ratio: 4
exchange-correlation grid ratio: 1
k mesh: 2 x 2 x 1, shifted by 0.5 0.5 0.5 of a step
self-consistency stop: 5e-08 eV per atom in the density residual
occupations: Fermi-Dirac, 0.05 eV
spin: none
net charge: 0

Cell vectors (angstrom)
a  11.54  0  0
b  0  11.54  0
c  0  0  19.7016

Atoms: element, x, y, z (angstrom)
Si  0.1802  0.262  0.3214
Si  -0.4981  4.1804  0.3438
Si  -0.338  7.4341  0.1202
Si  4.4561  -0.7741  -0.3102
Si  3.385  3.856  0.4105
Si  3.7025  7.0523  0.0835
Si  7.9513  -0.3218  -0.852
Si  7.583  4.2331  0.3312
Si  7.4211  7.3381  0.0779
Si  2.2115  -0.0704  1.6767
Si  1.6252  3.8872  1.7817
Si  1.7805  7.7435  1.3682
Si  6.3791  0.1047  1.0185
Si  5.5954  3.9057  1.4243
Si  5.5127  7.8287  1.5531
Si  9.459  0.0477  1.1662
Si  9.1797  3.8009  1.8239
Si  9.379  7.5872  1.3539
Si  1.9212  1.8461  3.0153
Si  1.8328  5.8692  2.9456
Si  2.132  9.5315  2.8527
Si  6.0532  1.8698  2.7489
Si  5.7038  6.0394  2.7501
Si  5.7967  9.8209  2.4518
Si  9.269  1.7575  2.8832
Si  9.5582  5.8594  2.9508
Si  9.5475  9.6472  2.5591
Si  -0.2234  1.9511  4.1636
Si  -0.0929  6.0872  4.1481
Si  -0.0163  9.5572  4.0743
Si  3.8397  1.9166  4.1896
Si  3.7441  5.9092  4.3907
Si  3.9922  9.5303  4.0482
Si  7.6694  1.8743  4.3684
Si  7.5641  6.027  4.1309
Si  7.5873  9.8722  3.9506
Si  0.0207  -0.0244  5.4409
Si  -0.1825  3.8213  5.3126
Si  -0.0967  7.749  5.7715
Si  3.8639  0.018  5.3697
Si  3.7989  4.0543  5.6624
Si  3.5552  7.7637  5.3919
Si  7.9202  -0.1161  5.4622
Si  7.4595  3.9883  5.3851
Si  7.8307  7.9235  5.372
Si  1.9384  0.0963  6.881
Si  1.9544  4.1185  6.764
Si  1.9047  8.0482  6.9937
Si  5.8141  0.0385  6.8793
Si  5.5489  3.8824  6.9821
Si  5.7266  7.8405  6.7062
Si  9.8835  -0.0051  6.8367
Si  9.4748  3.8925  6.8499
Si  9.4519  7.6709  6.9716
Si  1.8684  2.2402  8.0866
Si  1.9122  5.9843  8.1777
Si  2.1434  9.7253  8.4236
Si  6.0748  1.9504  8.1004
Si  5.7537  5.94  8.1292
Si  5.8561  9.6832  8.3338
Si  9.7772  1.9818  8.2224
Si  9.4371  5.7294  8.2961
Si  9.602  9.7684  8.1253
Si  -0.0667  2.5492  9.841
Si  0.1152  5.9873  9.5176
Si  0.08  10.0297  9.793
Si  3.9773  2.0666  9.0944
Si  3.7116  6.0486  9.3496
Si  3.8662  9.6315  9.8344
Si  7.6525  1.7685  9.8397
Si  7.5665  5.4643  9.4865
Si  7.5724  9.8045  9.6815
Si  -0.3039  0.4449  11.2334
Si  -0.5862  4.328  11.2154
Si  -0.3156  7.9959  10.8962
Si  4.2528  0.2156  10.7295
Si  4.0557  3.9508  10.6464
Si  3.9812  7.4237  11.3218
Si  8.3214  -0.0149  11.071
Si  7.9096  3.4735  11.2107
Si  8.0816  7.6181  10.4462
Si  2.5413  6.5858  13.9028
Si  8.5073  4.499  16.9137
Si  6.513  6.7425  13.0322
Si  7.7011  -0.198  14.325
Si  14.6616  3.542  13.3536
Si  8.6904  9.5867  16.4632
Si  4.3137  -2.6021  15.2203
Si  -0.2953  6.5789  13.4692
Si  -0.1845  9.6335  17.7864
Si  4.8483  -0.3582  13.5725
Si  -3.0106  1.6458  16.3924
Si  13.2014  1.9332  17.9604
Si  -5.5877  3.8605  13.0447
Si  -2.9681  6.7194  15.1471
Si  2.0473  0.9505  12.9014
Si  2.5049  10.7698  17.0151
Si  10.8233  3.3485  17.2055
Si  5.4742  8.355  17.7391
O  -0.0877  -1.1579  -0.4251
O  0.8975  3.106  -2.696
O  0.5846  1.1053  -0.9293
O  -0.4935  5.7792  -0.3242
O  -0.4269  8.084  -1.4037
O  3.1967  -0.8776  -1.2138
O  5.5522  -1.7073  -1.2098
O  -3.8838  -1.3408  -4.1983
O  1.9841  2.4455  -5.9682
O  4.0405  7.6949  -1.379
O  3.2781  10.1809  -4.0168
O  8.1342  0.871  -1.941
O  8.1728  -1.7443  -1.6675
O  7.9629  4.1899  -1.2168
O  7.2418  5.8277  0.6073
O  6.7514  7.4381  -1.5536
O  5.5841  8.5316  -3.4851
O  -1.8102  0.5197  11.8373
O  0.6486  0.3571  12.5508
O  2.7062  6.944  12.3676
O  -0.3941  5.2203  12.5741
O  -4.1082  7.4865  14.2105
O  -1.3386  10.0826  16.6718
O  2.9493  3.8545  11.7792
O  3.5336  -3.9515  14.8277
O  5.6033  4.1176  11.3766
O  7.9896  -0.6225  12.6951
O  9.6687  7.7615  10.4062
O  1.0502  6.527  14.4008
O  7.3906  3.2444  12.9529
O  13.9894  0.821  17.0128
O  9.5432  3.5204  11.4307
O  7.6941  -4.9779  11.7623
O  7.8066  14.5987  16.2265
O  4.6726  3.0335  13.4675
O  3.2802  0.1299  13.6804
O  2.6444  2.7984  19.0006
O  5.3105  0.085  12.0306
O  3.2129  5.022  14.0448
O  4.9606  9.5566  13.845
O  8.5478  1.0811  14.885
O  8.9203  -3.5581  16.1254
O  6.0152  -6.1896  13.6768
O  11.548  7.9558  12.5639
O  -1.0756  3.2291  18.8052
O  2.8196  0.9554  11.4607
O  5.2606  7.4781  12.543
O  0.9977  10.1036  16.8857
O  -1.6697  6.3027  14.3055
O  6.0492  0.225  14.3609
O  10.0281  4.7596  16.6463
O  3.6894  5.4076  19.3212
O  7.7704  5.7712  16.2175
O  10.1298  2.035  16.5821

Results
free energy: -36706.641 eV
free energy less fixed offsets of O -463.61, Si -117.95 eV per atom: 5.349 eV
pressure: -0.41 GPa
stress xx, yy, zz, yz, xz, xy (GPa, positive in tension): -0.67, 0.39, 1.52, 0.5, 0.83, 0.43

Forces (eV/angstrom), in the order of the atoms: element, x, y, z
Si  0.0984  -2.0891  2.7851
Si  -0.54  1.4275  0.4907
Si  1.2562  -1.8172  -1.3392
Si  2.3259  0.113  2.1217
Si  0.2922  1.4458  -2.1297
Si  -0.2025  -1.1944  -0.1556
Si  0.8886  -0.3148  1.597
Si  -1.0272  1.0697  -0.3485
Si  -2.4247  0.9881  -0.9412
Si  -0.5268  0.7478  -1.2474
Si  -1.0473  -0.3258  -0.2172
Si  0.0776  -1.0917  -0.6366
Si  -1.4863  0.0138  -0.8648
Si  -0.7622  -1.527  0.7005
Si  0.2153  0.2671  -2.9766
Si  0.8249  0.3842  -0.3378
Si  2.256  0.4211  0.1046
Si  -0.4192  1.4386  0.5903
Si  -1.2798  0.2394  -0.7176
Si  0.2003  0.4686  -0.3654
Si  -2.4961  0.0958  -0.4998
Si  -2.1079  0.6842  -0.5098
Si  -0.9922  -2.5594  1.9832
Si  -0.3466  0.8455  1.2356
Si  1.9617  0.1932  -1.2854
Si  -1.393  -0.1288  -0.8401
Si  0.0798  -0.0512  0.3836
Si  0.8736  -1.9383  -1.213
Si  0.4541  -1.5718  1.479
Si  0.0286  -0.1638  0.1672
Si  1.3599  1.716  -0.2502
Si  0.9514  -1.8172  -3.2492
Si  0.7771  1.8067  0.2589
Si  -1.0192  0.513  0.5255
Si  0.433  -1.0142  0.1088
Si  1.3346  -2.2031  -0.9112
Si  1.5456  -0.0614  -0.8608
Si  0.4277  2.8052  1.7835
Si  -0.1038  0.9234  -0.8996
Si  0.1068  -0.9833  1.7663
Si  0.8384  -2.2029  -2.2892
Si  1.7516  2.1705  2.7135
Si  -1.2576  1.4794  2.3665
Si  0.1945  0.2845  1.4026
Si  -2.0861  0.5055  0.3215
Si  0.353  0.1464  -0.1242
Si  -3.1098  -0.5151  0.2352
Si  -0.7871  -1.7592  -0.8856
Si  0.6027  -0.8742  -1.1107
Si  2.7134  0.902  -0.4065
Si  0.5201  0.1571  0.1963
Si  -1.8691  1.0751  0.3449
Si  0.0849  -0.0338  -0.8941
Si  0.6219  0.6823  0.3181
Si  -0.4614  -0.8581  1.1241
Si  -1.2836  0.1711  -1.6914
Si  -2.1069  2.1623  0.3467
Si  -0.8404  0.1129  0.3856
Si  -0.353  -0.4021  -0.1442
Si  -2.519  -0.0499  -1.1499
Si  -1.1203  0.318  0.9004
Si  1.7266  -0.0425  -0.9069
Si  0.0981  -1.3601  2.457
Si  1.7047  -2.9209  -0.594
Si  -2.2169  0.2755  1.4964
Si  -0.3566  -0.2671  -0.6696
Si  0.8571  -0.2807  1.9327
Si  3.3696  -1.3893  2.8407
Si  1.9008  -0.6913  1.2779
Si  0.525  -0.2636  -1.9536
Si  -0.1924  0.2024  0.9958
Si  2.7657  -0.7434  0.6221
Si  0.5233  0.7942  -1.9863
Si  0.2018  1.2838  -0.866
Si  0.6008  -0.196  -0.9238
Si  -2.2877  1.6888  1.2393
Si  1.7015  0.3907  -2.4925
Si  -0.2959  0.7412  1.3028
Si  -0.3803  -1.0279  3.7108
Si  -0.0275  1.929  1.147
Si  -1.5521  -2.0805  0.2783
Si  4.0557  -1.4109  1.7555
Si  -6.1265  -1.7401  0.7578
Si  4.8306  -0.597  0.538
Si  -2.5259  0.536  -3.0897
Si  0.3671  1.5157  0.514
Si  2.2708  -4.5913  2.9044
Si  -0.0205  0.3338  -1.4347
Si  0.0492  -0.5485  -0.1291
Si  -2.5268  -0.0442  1.6569
Si  -1.5916  -0.5593  -2.5084
Si  2.2853  1.6492  0.0343
Si  1.6677  2.0138  -0.8917
Si  -1.2553  1.7713  -1.6492
Si  -1.8936  3.7084  1.1274
Si  4.5694  0.7586  0.2388
Si  -0.7555  -0.6869  -1.0255
Si  1.0459  -0.8463  0.2321
Si  -0.1559  -0.9137  4.5618
O  -0.4823  -2.0107  -1.8743
O  -0.1814  -0.4774  0.8594
O  0.2653  1.9595  -1.5796
O  0.6199  -1.0448  1.1665
O  0.732  1.0005  -0.4084
O  -1.9573  -1.1034  -1.7146
O  -0.8629  0.0502  0.435
O  -0.2112  1.8304  -2.5716
O  0.3858  -1.1818  -0.9754
O  1.0529  1.0879  -1.2322
O  1.0725  -1.437  2.2362
O  -0.7469  -0.1855  -0.7181
O  -0.5887  0.911  0.5674
O  0.919  0.5751  -2.3931
O  0.7722  -0.7722  -0.9513
O  0.9914  -0.0124  2.5505
O  -2.2148  0.8449  -3.2313
O  0.4669  -0.176  -2.0454
O  -1.2361  -0.5149  1.2197
O  0.9436  1.2698  -2.1907
O  0.8594  -0.5375  -0.4799
O  -0.5702  -1.7048  -1.1394
O  0.5324  0.5678  0.4642
O  -1.2538  -0.0404  0.2847
O  -1.5569  -0.955  -0.3349
O  -1.0673  -0.2839  0.4941
O  -1.4428  0.2752  2.1724
O  0.8304  0.2601  1.8574
O  -1.8087  0.167  0.2564
O  1.7825  -0.3982  -2.6248
O  -0.878  2.487  -0.3535
O  -0.1554  0.872  0.3512
O  -1.5472  1.766  2.0604
O  0.5557  2.6012  0.9195
O  -0.627  -1.2147  1.4877
O  -0.3742  0.1399  0.6714
O  0.5866  -0.5959  -0.9437
O  -1.1453  -0.3743  -1.2344
O  -1.7622  0.7125  0.4038
O  -0.9383  0.9993  0.7704
O  -0.8321  -2.2922  -0.2154
O  0.1979  1.2978  0.1719
O  0.3775  -0.791  0.002
O  -1.8396  -1.4512  -0.533
O  1.4358  0.992  -0.116
O  0.5355  -0.2241  -0.8139
O  -3.5297  1.0221  -3.7559
O  3.9319  0.4204  -0.1925
O  0.4119  0.7277  0.0593
O  2.8934  1.2771  1.9521
O  3.1221  -2.3757  0.7487
O  -0.4955  -0.2308  1.6506
O  1.0762  -1.4228  -0.8166
O  -0.4807  0.0889  -0.1175

The program warned: the forces do not sum to zero within the program's tolerance.
